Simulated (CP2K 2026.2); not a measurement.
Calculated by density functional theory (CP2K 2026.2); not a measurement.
Periodic cell of 513 atoms, Si351O162, from a study of silicon, its oxide and their interface. The atomic structure is a simulated model.
Doubt: the forces sum to 3.68 eV/angstrom along one axis rather than to zero, so they err by at least 0.0072 eV/angstrom per atom on average; the grid cutoff is modest.

Settings: functional PBE; method Gaussian and plane waves; basis set DZVP-MOLOPT-SR-GTH; pseudopotentials GTH-PBE; grid cutoff 300 Ry, relative cutoff 40 Ry; k points Gamma only; occupations fixed; spin none; net charge 0.

Cell vectors (angstrom)
a	16.407	0	0
b	0	16.407	0
c	0.5809	0.5437	34.4773

Atoms and the computed forces on them: element, x, y, z (angstrom), force x, y, z (eV/angstrom)
Si	0.354	0.332	0.194	-0.005	-0.136	0.167
Si	3.332	2.402	0.149	-0.046	0.106	0.201
Si	0.364	5.635	0.439	-0.126	0.099	0.198
Si	2.793	8.3	0.466	0.073	-0.005	0.198
Si	1.199	11.161	34.384	-0.175	0.161	0.17
Si	3.6	14.07	34.447	-0.068	0.108	0.244
Si	6.128	0.699	34.418	0.106	-0.095	0.217
Si	8.12	3.134	0.319	0	-0.084	0.227
Si	5.861	5.273	0.085	-0.053	0.104	0.229
Si	8.589	8.448	0.089	-0.014	-0.008	0.228
Si	5.426	11.47	0.115	0.029	-0.135	0.237
Si	8.47	13.668	0.258	-0.049	0.148	0.167
Si	11.38	0.071	0.014	-0.09	0.044	0.187
Si	13.488	3.322	0.024	0.089	-0.077	0.213
Si	11.576	5.873	34.367	-0.058	0.098	0.218
Si	13.701	8.349	0.046	0.053	-0.087	0.247
Si	10.648	11.422	0.176	0.204	-0.006	0.133
Si	13.548	14.166	0.142	0.04	0.002	0.205
Si	1.717	1.503	1.629	-0.004	-0.007	-0.069
Si	4.313	4.149	1.461	0.021	-0.016	-0.059
Si	1.541	6.996	1.883	0.004	0.001	-0.061
Si	4.388	9.729	1.41	-0.012	0.018	-0.064
Si	1.521	12.341	1.322	0.026	-0.009	-0.067
Si	4.237	15.118	1.307	0.013	-0.008	-0.045
Si	6.99	1.404	1.415	0.001	0.011	-0.048
Si	9.674	4.309	1.569	-0.005	-0.009	-0.076
Si	7.127	6.945	1.29	-0.01	0	-0.035
Si	9.61	9.882	1.625	0	-0.023	-0.041
Si	6.938	12.507	1.592	-0.007	0.01	-0.062
Si	9.754	15.308	1.371	-0.018	-0.016	-0.025
Si	12.532	1.606	1.374	-0.016	0.009	-0.063
Si	15.102	4.344	1.463	0.012	0.01	-0.049
Si	12.316	6.899	1.293	0.022	0.005	-0.038
Si	15.203	9.723	1.267	0.02	-0.02	-0.037
Si	12.421	12.495	1.366	-0.041	-0.009	-0.045
Si	15.265	15.262	1.358	-0.014	0.008	-0.049
Si	0.177	2.932	2.782	-0.001	0.004	0.023
Si	3.004	0.046	2.875	-0.017	-0.003	0.01
Si	0.054	8.454	2.905	-0.001	-0.01	0.009
Si	2.989	5.505	2.931	0.003	0.001	0.012
Si	0.167	13.779	2.69	0.002	0.012	0.009
Si	2.93	11.065	2.777	0.002	-0.004	0.019
Si	5.669	2.803	2.845	-0.003	0.001	0.005
Si	8.406	0.174	2.817	0.008	-0.003	-0.013
Si	5.764	8.334	2.73	-0.009	0.015	-0.007
Si	8.357	5.691	2.886	0.01	0.004	0.001
Si	5.576	13.898	2.854	0.012	0.021	0.013
Si	8.267	11.167	2.992	-0.023	-0.04	0.021
Si	11.11	2.888	2.801	0.005	-0.011	0.017
Si	13.911	0.232	2.764	0.015	0.002	0.009
Si	11.077	8.373	2.744	0	0.016	0
Si	13.724	5.678	2.817	0.003	-0.001	-0.002
Si	11.081	13.882	2.772	0.015	0.003	0.009
Si	13.853	11.114	2.679	-0.005	0.017	0.005
Si	1.529	4.222	4.236	0	0	0.011
Si	4.306	1.473	4.24	0.013	0.011	-0.006
Si	1.531	9.766	4.196	0	0.009	-0.006
Si	4.364	6.982	4.154	-0.001	-0.011	0.011
Si	1.541	15.111	4.144	0.011	0.004	0.001
Si	4.243	12.462	4.186	0	-0.014	-0.01
Si	7.017	4.236	4.195	-0.007	0.001	-0.004
Si	9.753	1.54	4.191	0	0	0.005
Si	6.979	9.689	4.255	0.004	0.005	0.009
Si	9.751	7.048	4.208	-0.024	0.001	-0.006
Si	7.009	15.233	4.192	-0.005	0.001	-0.001
Si	9.736	12.54	4.211	0.015	0.021	0.018
Si	12.453	4.255	4.195	0.003	0.003	-0.008
Si	15.252	1.556	4.177	-0.007	-0.006	-0.003
Si	12.486	9.737	4.091	0.009	0.002	0.003
Si	15.116	7.025	4.207	0	0.011	-0.006
Si	12.503	15.238	4.113	-0.01	-0.005	-0.002
Si	15.202	12.462	4.105	0.002	-0.006	0.003
Si	0.194	0.131	5.512	0.002	0.003	-0.002
Si	2.898	2.842	5.579	-0.004	-0.01	0.002
Si	0.148	5.645	5.535	-0.007	0.004	0.002
Si	2.926	8.349	5.506	-0.004	0.001	-0.007
Si	0.164	11.136	5.542	0.003	0.006	0
Si	2.887	13.802	5.574	0.002	0.004	-0.002
Si	5.677	0.161	5.613	0	-0.002	-0.001
Si	8.396	2.902	5.571	0.005	0.003	-0.001
Si	5.669	5.615	5.572	0.003	0.001	-0.002
Si	8.39	8.373	5.605	0.003	0.001	-0.004
Si	5.603	11.087	5.566	-0.008	-0.002	-0.002
Si	8.36	13.864	5.578	-0.007	0.003	0.003
Si	11.133	0.163	5.531	0	-0.002	-0.006
Si	13.856	2.902	5.546	0.003	0.004	0
Si	11.095	5.637	5.56	0.008	0.002	-0.001
Si	13.794	8.401	5.564	-0.004	-0.006	0
Si	11.121	11.11	5.501	-0.001	-0.007	0.003
Si	13.85	13.845	5.492	0	0.004	-0.008
Si	1.538	1.482	6.935	0.005	-0.004	-0.001
Si	4.268	4.252	6.92	-0.002	0.006	-0.003
Si	1.545	6.999	6.892	0.001	0.001	-0.002
Si	4.249	9.719	6.927	-0.003	0.002	-0.002
Si	1.521	12.465	6.949	0	-0.002	0.001
Si	4.273	15.184	6.928	0.002	0	-0.002
Si	7.033	1.543	6.955	-0.002	0.005	0
Si	9.747	4.273	6.942	-0.007	0.002	-0.002
Si	7.027	6.983	6.951	0.004	-0.005	0.004
Si	9.764	9.76	6.926	-0.005	0.002	-0.001
Si	6.997	12.462	6.92	0.003	-0.004	-0.002
Si	9.752	15.223	6.922	0.005	-0.001	-0.001
Si	12.49	1.529	6.913	-0.002	-0.002	-0.002
Si	15.213	4.267	6.92	0.002	-0.003	-0.003
Si	12.457	7.008	6.931	-0.002	0.002	0
Si	15.206	9.75	6.905	0.002	0.001	-0.004
Si	12.487	12.474	6.881	0.003	0.003	-0.006
Si	15.218	15.193	6.891	-0.003	0.001	-0.001
Si	0.172	2.881	8.286	-0.001	0.002	0.001
Si	2.914	0.142	8.308	-0.002	-0.003	0
Si	0.177	8.371	8.264	0.001	-0.001	0
Si	2.902	5.629	8.283	-0.002	-0.003	0.001
Si	0.167	13.846	8.298	0.002	0.002	0
Si	2.894	11.088	8.3	-0.001	-0.002	0
Si	5.642	2.903	8.304	0	0	-0.001
Si	8.397	0.173	8.308	0.001	0	0
Si	5.638	8.36	8.294	-0.001	0.001	-0.001
Si	8.383	5.624	8.322	0.001	0.002	0.002
Si	5.638	13.825	8.299	-0.002	0	-0.002
Si	8.375	11.11	8.292	-0.001	0	0
Si	11.124	2.896	8.288	0.003	0	0
Si	13.854	0.153	8.276	-0.001	0.002	-0.001
Si	11.102	8.372	8.303	0	-0.003	0
Si	13.844	5.634	8.283	0.002	0	-0.002
Si	11.114	13.831	8.274	-0.004	-0.001	-0.001
Si	13.845	11.114	8.276	0.001	-0.001	-0.004
Si	1.547	4.253	9.654	-0.001	-0.001	0.001
Si	4.282	1.521	9.668	0	0.001	0
Si	1.537	9.721	9.657	-0.001	0.002	0
Si	4.274	6.992	9.667	0	0	-0.002
Si	1.543	15.197	9.677	0.003	0.004	0.002
Si	4.272	12.46	9.664	0.002	0	0
Si	7.004	4.266	9.68	-0.002	0.001	0.001
Si	9.753	1.542	9.667	-0.001	0	0.001
Si	7.007	9.734	9.662	0.001	-0.001	0
Si	9.746	6.998	9.679	-0.001	0.001	0.003
Si	7.014	15.205	9.658	0	-0.002	0.001
Si	9.737	12.478	9.661	0	-0.002	-0.001
Si	12.488	4.26	9.66	0.001	0.001	-0.001
Si	15.212	1.518	9.664	0.001	-0.001	-0.001
Si	12.48	9.742	9.652	0	0	-0.002
Si	15.222	6.994	9.639	-0.002	-0.002	-0.001
Si	12.48	15.198	9.649	0	-0.002	-0.003
Si	15.212	12.468	9.654	-0.002	0	-0.002
Si	16.586	16.567	11.043	-0.001	0	-0.001
Si	2.92	2.893	11.034	0	-0.001	0
Si	16.585	5.625	11.02	-0.001	0	0.001
Si	2.909	8.367	11.034	-0.001	-0.001	0
Si	16.59	11.098	11.015	0.001	-0.003	-0.001
Si	2.92	13.836	11.041	-0.003	-0.002	-0.001
Si	5.657	16.569	11.042	0	-0.001	-0.002
Si	8.372	2.893	11.036	-0.001	0	0.001
Si	5.643	5.632	11.053	0	0	0.003
Si	8.367	8.36	11.035	-0.001	-0.002	0.001
Si	5.643	11.108	11.04	-0.002	0.001	0
Si	8.372	13.847	11.039	0.001	0.002	0.001
Si	11.111	16.572	11.023	0.001	0.002	0.001
Si	13.845	2.887	11.037	0	0.002	-0.001
Si	11.117	5.616	11.035	0.003	0	0.001
Si	13.849	8.359	11.004	0.002	0.001	-0.003
Si	11.097	11.096	11.023	-0.001	0	-0.003
Si	13.846	13.828	11.021	0.001	0	0
Si	1.558	1.529	12.407	-0.002	0.002	-0.001
Si	4.29	4.247	12.42	-0.003	0	0
Si	1.55	6.988	12.395	0.001	0.001	-0.001
Si	4.273	9.745	12.409	0.002	-0.001	0
Si	1.554	12.462	12.391	0.001	0.002	0.001
Si	4.299	15.2	12.416	0.001	0.003	0.001
Si	7.013	1.536	12.422	0	0.003	0.002
Si	9.738	4.249	12.401	-0.002	0.002	0
Si	7.014	7.001	12.423	0	0.002	0.002
Si	9.732	9.722	12.4	0	-0.001	-0.002
Si	7.003	12.485	12.417	0.002	-0.002	0
Si	9.731	15.229	12.403	0.001	-0.002	0
Si	12.464	1.522	12.406	0.002	-0.003	-0.001
Si	15.226	4.252	12.396	-0.002	-0.001	0
Si	12.488	6.991	12.386	0.001	0.001	0.001
Si	15.224	9.718	12.359	-0.004	0.001	-0.001
Si	12.463	12.469	12.379	-0.002	-0.002	-0.002
Si	15.216	15.183	12.398	0	0	-0.001
Si	16.597	2.89	13.778	0.002	0	0.002
Si	2.946	16.583	13.774	-0.003	0	0
Si	16.588	8.368	13.748	0.001	0	-0.001
Si	2.918	5.619	13.766	0	-0.002	0
Si	16.597	13.814	13.762	-0.001	-0.004	0.002
Si	2.922	11.131	13.789	-0.005	0.001	0.001
Si	5.665	2.898	13.819	-0.001	0	0.004
Si	8.366	16.587	13.805	-0.003	0.003	0.002
Si	5.643	8.385	13.774	0	0.002	0.002
Si	8.39	5.613	13.782	0.002	-0.002	0.004
Si	5.652	13.85	13.827	0	-0.002	0
Si	8.371	11.105	13.763	0.001	-0.003	0.001
Si	11.072	2.869	13.786	0.002	0.001	0.001
Si	13.834	16.546	13.751	0.001	-0.002	0.002
Si	11.095	8.332	13.757	-0.003	0.001	0.004
Si	13.856	5.623	13.753	0.002	0.002	0.001
Si	11.106	13.859	13.742	0	0.004	0.002
Si	13.838	11.069	13.699	0.001	-0.004	-0.002
Si	1.57	4.254	15.154	-0.001	0	0.003
Si	4.302	1.525	15.195	-0.001	0.002	0.005
Si	1.533	9.756	15.115	0.004	0.003	0.001
Si	4.292	6.989	15.119	-0.001	-0.001	-0.002
Si	1.585	15.193	15.108	0.004	0.001	-0.001
Si	4.279	12.489	15.213	0.004	0.004	0.003
Si	7.043	4.272	15.192	-0.003	0.002	0.002
Si	9.712	1.52	15.221	-0.003	0.002	0.002
Si	6.995	9.767	15.153	0.004	-0.004	-0.001
Si	9.75	6.96	15.167	-0.001	0	0
Si	7.013	15.238	15.206	0.005	-0.002	0.001
Si	9.75	12.489	15.094	-0.002	0.003	-0.004
Si	12.452	4.259	15.094	0.002	-0.004	0.001
Si	15.21	1.491	15.1	-0.008	0	-0.004
Si	12.488	9.703	15.072	0.001	0.001	-0.002
Si	15.241	6.983	15.118	0.002	0.001	0.006
Si	12.459	15.204	15.144	0.002	0.001	0.004
Si	15.186	12.42	15.071	-0.009	-0.005	-0.002
Si	16.602	16.529	16.439	0.007	0.005	-0.012
Si	2.951	2.916	16.553	-0.005	-0.008	0
Si	16.61	5.628	16.508	0.001	-0.004	0
Si	2.918	8.377	16.433	0	-0.004	-0.005
Si	16.513	11.074	16.48	-0.008	0.009	-0.004
Si	2.915	13.892	16.579	-0.005	-0.005	-0.003
Si	5.647	16.589	16.633	-0.005	-0.003	-0.002
Si	8.368	2.909	16.634	0.003	0.004	-0.001
Si	5.685	5.68	16.524	0	0	0.011
Si	8.361	8.368	16.473	-0.005	-0.002	0.012
Si	5.651	11.12	16.594	0	-0.002	-0.005
Si	8.412	13.839	16.506	-0.003	-0.002	0.005
Si	11.087	16.534	16.573	0.004	-0.001	0.003
Si	13.793	2.854	16.406	0.009	0.003	0.007
Si	11.126	5.574	16.553	-0.001	-0.003	-0.003
Si	13.82	8.316	16.452	0.003	0.008	0
Si	11.165	11.129	16.393	-0.009	-0.008	0.007
Si	13.84	13.783	16.437	0.003	-0.001	0.011
Si	1.515	1.505	17.816	0.003	-0.002	-0.026
Si	4.368	4.311	17.913	0.015	0.006	-0.018
Si	1.599	7.047	17.841	0.011	0.018	-0.021
Si	4.229	9.691	17.875	-0.006	-0.006	-0.008
Si	1.416	12.524	17.806	0.01	-0.005	-0.003
Si	4.281	15.245	18.055	0.003	-0.003	0.004
Si	6.98	1.573	18.051	-0.005	0.004	-0.011
Si	9.798	4.233	18.012	-0.005	0.004	-0.008
Si	7.002	7.081	17.933	0	-0.002	-0.003
Si	9.799	9.77	17.691	0.005	0.008	-0.026
Si	7.048	12.554	17.925	-0.006	0.008	-0.007
Si	9.788	15.084	17.97	-0.005	-0.013	-0.019
Si	12.463	1.552	17.868	-0.001	0.023	-0.005
Si	15.147	4.209	17.735	-0.006	-0.016	-0.006
Si	12.528	6.938	17.885	0.004	-0.003	-0.008
Si	15.16	9.643	17.841	0	-0.007	-0.013
Si	12.523	12.413	17.841	-0.001	0.009	0.003
Si	15.253	15.11	17.758	-0.021	-0.013	-0.011
Si	16.487	2.878	19.092	-0.012	-0.021	0.052
Si	2.842	16.692	19.351	-0.011	0.009	0.063
Si	16.491	8.235	19.203	0	0.007	0.048
Si	3.022	5.757	19.22	-0.011	-0.009	0.033
Si	16.508	13.83	19.312	0.016	-0.018	0.049
Si	2.697	11.042	19.042	-0.013	0.011	0.045
Si	5.654	3.019	19.484	-0.018	0.011	0.035
Si	8.382	16.492	19.283	0.017	-0.004	0.062
Si	5.608	8.461	19.378	0.021	-0.011	0.043
Si	8.484	5.757	19.269	-0.007	0.024	0.068
Si	5.695	13.843	19.433	-0.018	0.002	0.045
Si	8.532	11.151	19.105	0.007	-0.02	0.069
Si	11.139	2.802	19.434	0.001	-0.023	0.049
Si	13.908	16.511	19.015	0.001	0.001	0.056
Si	11.162	8.447	19.067	-0.011	0.011	0.074
Si	13.877	5.482	19.233	-0.001	0.006	0.06
Si	11.239	13.692	19.349	0.003	0.001	0.054
Si	13.863	11.047	19.231	-0.003	-0.009	0.065
Si	1.459	4.367	20.231	-0.014	0.014	-0.07
Si	3.678	2.175	20.628	0.08	-0.07	-0.247
Si	1.125	9.909	20.437	0.067	-0.041	-0.196
Si	4.614	6.745	20.759	-0.074	0.142	-0.234
Si	1.19	15.501	20.6	0.135	-0.072	-0.175
Si	4.13	12.283	20.341	0.075	0.037	-0.183
Si	7.028	4.638	20.704	0.042	-0.101	-0.222
Si	10.111	0.959	20.608	-0.112	0.171	-0.178
Si	7.292	9.754	20.466	-0.08	0.051	-0.179
Si	9.531	7.552	20.45	0.061	-0.145	-0.194
Si	7.014	15.38	20.84	-0.07	-0.095	-0.248
Si	10.108	12.027	20.63	-0.004	0.124	-0.248
Si	12.439	4.319	20.739	0.073	-0.131	-0.232
Si	15.347	1.265	20.411	-0.043	0.158	-0.249
Si	12.35	9.827	20.547	0.034	-0.025	-0.237
Si	15.557	6.472	20.557	-0.007	0.04	-0.233
Si	12.592	15.278	20.485	0.028	-0.123	-0.171
Si	15.346	12.207	20.65	-0.038	0.105	-0.219
Si	14.543	3.205	28.08	0.006	0.071	-0.042
Si	16.568	2.067	30.013	0.05	0.065	-0.018
Si	1.837	9.585	23.292	-0.021	-0.027	0.04
Si	15.928	8.482	24.779	0.053	-0.056	-0.012
Si	13.983	13.87	22.992	-0.004	0.054	-0.063
Si	2.953	14.288	22.545	-0.097	-0.034	0.07
Si	4.899	0.393	22.685	0.072	0.025	0.017
Si	4.33	7.971	23.61	-0.039	-0.044	0.017
Si	5.546	10.637	22.511	0.043	0.119	0.054
Si	10.01	11.434	26.167	0.037	0.005	-0.089
Si	8.854	13.701	22.908	-0.009	0.037	0.003
Si	9.077	4.295	23.246	-0.041	0.04	-0.007
Si	14.954	1.778	25.55	-0.02	-0.022	0
Si	11.025	6.392	22.612	0.067	-0.014	0.078
Si	13.667	7.841	22.751	-0.033	-0.012	-0.08
Si	7.336	13.943	25.594	0.064	0.054	0.029
Si	1.369	14.291	27.55	-0.17	0.01	-0.028
Si	13.573	2.367	22.827	-0.025	0.043	-0.035
Si	1.271	6.276	25.781	-0.042	0.097	-0.012
Si	0.628	3.572	26.525	-0.021	0.002	0.037
Si	0.722	10.446	28.819	0	-0.054	0.006
Si	14.52	7.269	30.064	-0.024	0.008	-0.004
Si	3.481	11.938	24.056	0.012	0.022	0.071
Si	6.85	2.018	27.631	0	-0.078	0.06
Si	10.619	1.829	23.281	0.014	-0.058	0.085
Si	4.32	6.996	26.386	0.055	0.017	0.088
Si	9.9	14.258	27.11	-0.022	0.137	0.011
Si	6.242	16.7	25.31	0.054	-0.003	0.068
Si	8.596	2.121	25.241	0.024	0.022	0.025
Si	16.103	7.876	27.685	-0.048	0.062	-0.057
Si	12.372	5.087	29.492	0.021	-0.045	0.016
Si	12.696	9.59	30.214	0.025	0.029	-0.018
Si	15.206	14.989	25.587	0.083	-0.063	0.122
Si	2.658	3.013	28.786	0.031	0.034	0.008
Si	2.235	16.575	29.343	-0.045	-0.03	0.015
Si	1.844	10.266	31.647	-0.038	0.031	0.008
Si	4.842	9.755	27.928	-0.052	-0.007	-0.042
Si	15.831	12.866	29.407	-0.003	-0.036	-0.032
Si	7.374	10.459	32.351	0.015	0.041	-0.043
Si	5.309	4.615	28.368	0.014	0.012	0.008
Si	7.313	11.359	27.13	-0.008	-0.012	-0.002
Si	2.757	11.675	26.986	-0.025	0.043	0.03
Si	11.875	12.477	29.696	-0.011	-0.052	-0.04
Si	8.76	2.086	29.699	-0.02	0.033	0.025
Si	15.299	14.476	31.833	-0.055	0.045	-0.086
Si	10.708	9.288	28.003	0.005	0.055	-0.063
Si	10.149	6.647	28.666	-0.024	0.031	0.057
Si	13.396	14.144	27.876	0.007	-0.013	-0.09
Si	11.661	9.688	33.048	-0.021	0.029	-0.08
Si	2.312	4.58	33.005	0.027	-0.077	-0.017
Si	16.343	7.768	32.361	-0.005	0.012	0.042
Si	4.298	6.802	32.576	0.003	-0.02	0.071
Si	1.91	15.576	32.263	0.017	-0.03	0.027
Si	4.752	9.218	31.047	-0.119	0.058	-0.066
Si	8.137	15.924	32.502	-0.05	-0.019	-0.092
Si	12.736	15.221	30.367	0.029	0.058	0.033
Si	8.98	11.218	29.682	-0.007	0.005	-0.025
Si	10.318	5.731	31.355	0.026	0.014	0.068
Si	9.935	1.839	32.721	0.091	0.027	-0.078
Si	8.064	4.998	29.676	-0.085	0.007	0.057
Si	16.181	2.972	32.777	0.029	-0.006	-0.006
Si	9.936	15.971	29.842	0.005	-0.054	-0.036
Si	11.222	13.637	24.566	0.014	0.048	0.059
O	1.819	16.786	33.363	0.192	-0.008	-0.072
O	16.426	2.158	34.162	-0.005	0.315	0.289
O	3.269	3.28	33.135	0.226	-0.252	-0.1
O	5.055	1.89	34.096	-0.289	0.293	-0.123
O	1.53	4.497	0.091	0.28	-0.329	0.104
O	0.686	6.786	33.405	-0.126	0.118	-0.018
O	2.233	9.883	34.394	-0.108	-0.086	-0.171
O	3.84	7.861	33.722	0.132	-0.226	-0.093
O	13.087	9.787	33.83	-0.085	0.201	-0.141
O	1.248	11.391	32.717	0.047	0.046	-0.088
O	4.804	13.009	34.056	-0.072	0.036	0.093
O	2.87	14.471	33.004	-0.12	-0.07	0.044
O	6.639	16.512	32.915	-0.021	-0.094	-0.027
O	3.303	11.292	25.518	0.13	-0.2	-0.033
O	9.102	0.568	33.292	0.043	-0.011	0.303
O	9.643	3.198	33.534	0.33	-0.073	-0.161
O	7.583	4.702	34.147	0.056	0.109	0.001
O	5.69	6.148	33.122	-0.122	0.205	0.003
O	8.204	9.487	33.344	0.081	-0.32	-0.253
O	10.621	8.644	33.786	-0.133	-0.094	0.308
O	6.862	11.725	33.221	-0.153	0.304	0.127
O	8.308	10.956	31.128	-0.135	0.197	0.001
O	8.297	14.52	33.29	-0.047	-0.14	0.036
O	11.346	16.037	30.7	-0.046	0.119	0.321
O	9.28	2.107	31.251	-0.014	0.282	-0.082
O	11.479	1.394	33.08	0.043	0.177	-0.207
O	14.694	3.586	32.989	-0.009	0.149	-0.206
O	12.801	4.82	34.077	-0.173	-0.023	0.267
O	10.766	6.052	32.897	-0.106	0.24	-0.043
O	8.717	5.289	31.175	-0.051	0.064	0.214
O	14.104	8.816	30.413	0.065	0.094	0.26
O	11.36	4.594	30.711	0.058	-0.202	0.387
O	10.284	13.242	34.291	0.005	-0.139	-0.014
O	11.197	11.246	33.15	0.163	0.141	-0.193
O	0.674	0.652	29.411	-0.098	-0.196	-0.311
O	13.049	15.846	34.059	0.146	0.042	0.241
O	0.453	7.132	24.652	-0.072	-0.105	-0.25
O	2.021	3.226	27.298	-0.041	0.331	-0.146
O	4.088	1.671	22.132	0.165	0.072	0.124
O	2.499	3.298	21.014	0.027	-0.002	-0.01
O	2.479	11.068	23.115	-0.005	0.033	-0.319
O	1.638	9.061	21.762	0.109	0.109	-0.143
O	4.048	7.064	22.282	-0.243	0.102	0.074
O	2.888	8.603	24.062	-0.183	-0.2	-0.135
O	1.532	14.949	22.137	0.175	-0.218	-0.029
O	16.509	16.664	20.965	-0.257	-0.246	0.187
O	7.057	10.59	21.909	-0.036	-0.062	0.08
O	3.279	13.237	21.36	-0.151	0.071	-0.039
O	5.822	5.678	21.12	0.014	0.115	0.125
O	7.929	4.343	22.079	0.089	0.069	0.124
O	9.664	1.043	22.209	-0.092	0.138	0.117
O	10.364	3.374	22.838	0.146	0.05	-0.206
O	5.061	11.773	23.596	-0.056	0.029	-0.245
O	4.668	10.95	21.168	-0.183	-0.203	-0.049
O	10.258	7.638	21.936	-0.068	0.102	0.045
O	8.231	8.47	20.821	-0.033	-0.085	-0.055
O	6.2	16.535	21.715	0.017	0.409	0.22
O	5.103	0.754	24.257	-0.148	0.061	-0.116
O	9.323	12.428	22.019	-0.257	-0.042	0.12
O	8.008	14.667	21.931	0.427	-0.213	0.024
O	11.393	5.459	21.31	-0.16	-0.081	-0.153
O	13.221	3.789	22.105	0.116	0.337	0.253
O	14.337	2.534	24.246	0.172	0.281	-0.037
O	14.534	1.601	21.789	-0.092	-0.008	0.105
O	13.083	9.051	21.817	-0.01	0.081	0.066
O	11.229	10.908	21.125	-0.129	-0.014	0.264
O	0.362	5.398	21.016	-0.015	0.1	-0.092
O	14.768	6.971	21.916	0.077	0.279	0.277
O	13.42	14.956	21.892	-0.065	-0.038	0.14
O	11.367	16.324	20.78	0.087	-0.011	0.053
O	15.132	14.361	24.067	0.166	-0.082	-0.131
O	14.65	12.671	22.091	0.155	-0.135	0.197
O	15.006	16.584	25.396	0	0.112	-0.262
O	16.507	2.245	25.751	-0.062	-0.219	0.078
O	15.148	2.361	29.32	0.15	0.083	-0.034
O	0.95	4.726	25.438	0.049	-0.052	-0.035
O	15.617	8.718	26.369	-0.137	0.086	-0.076
O	14.883	7.177	28.48	-0.127	0.087	-0.242
O	16.489	11.065	21.026	0.029	0.162	0.195
O	0.435	9.672	24.127	-0.28	0.238	0.078
O	15.754	11.287	29.037	-0.191	0.049	-0.093
O	13.321	6.193	30.243	0.057	0.131	0.26
O	2.991	13.488	23.965	-0.201	0.123	-0.025
O	16.594	14.646	26.433	-0.243	-0.207	-0.033
O	4.08	15.421	22.586	0.174	-0.175	0.062
O	6.03	0.838	26.839	-0.202	-0.032	-0.036
O	5.021	7.234	24.907	0.095	-0.061	-0.111
O	2.866	6.436	25.936	0.122	-0.235	0.115
O	10.229	14.383	23.494	0.108	0.369	-0.287
O	5.313	9.176	23.156	0.135	0.143	0.241
O	8.498	10.811	26.114	-0.119	-0.143	0.099
O	10.661	12.102	24.837	-0.118	-0.148	-0.124
O	6.215	15.07	25.286	-0.16	-0.026	-0.092
O	7.614	0.937	24.697	0.132	-0.102	0.174
O	8.366	3.597	24.549	-0.252	0.004	-0.15
O	12.203	1.516	23.13	-0.017	-0.08	0.011
O	13.29	3.999	28.72	-0.094	0.024	0.026
O	12.415	6.915	23.303	0.051	0.103	-0.209
O	9.872	5.699	23.569	0.026	0.004	-0.012
O	14.485	8.411	24.039	-0.196	-0.016	0.062
O	11.105	14.5	25.991	0.076	0.17	-0.085
O	7.922	13.315	24.198	-0.165	-0.165	0.158
O	2.483	13.271	26.942	-0.057	0.061	-0.359
O	12.694	13.452	23.916	-0.007	-0.189	0.316
O	3.189	1.465	29	0.331	-0.069	0.135
O	1.368	3.179	29.804	-0.022	0.206	-0.024
O	0.711	6.7	27.248	0.181	0.005	0.137
O	3.881	4.082	29.012	-0.278	0.294	0.184
O	16.847	8.861	28.741	0.116	-0.155	0.081
O	5.083	9.441	29.488	-0.036	-0.1	0.037
O	3.898	11.091	27.978	0.146	0.18	0.038
O	1.384	10.906	27.401	-0.301	0.141	-0.257
O	12.093	9.044	28.81	-0.053	-0.294	0.019
O	1.635	10.791	30.115	-0.042	0.056	-0.076
O	2.258	15.559	28.072	0.316	0.16	-0.141
O	6.221	10.16	27.172	-0.031	0.046	0.109
O	7.238	1.623	29.19	-0.079	0.232	0.229
O	5.943	3.366	27.53	-0.114	-0.085	-0.282
O	8.271	2.262	26.826	0.325	-0.186	-0.065
O	5.052	5.887	27.357	-0.099	0.061	0.21
O	4.226	8.431	27.184	-0.343	0.153	0.161
O	12.809	11.203	30.087	0.173	0.274	-0.177
O	9.574	9.855	29.023	0.233	-0.224	-0.018
O	6.699	12.732	26.478	-0.048	0.02	-0.064
O	8.495	14.748	26.439	-0.205	-0.084	-0.063
O	14.151	15.483	31.164	0.042	0.117	-0.05
O	10.108	1.625	24.825	0.016	0.015	0.014
O	15.801	4.092	27.496	-0.199	-0.041	-0.116
O	14.065	2.226	26.859	-0.218	0.033	0
O	11.393	5.65	28.299	0.162	-0.071	-0.17
O	10.181	7.831	27.557	0.1	-0.076	-0.008
O	10.02	14.876	28.618	0.204	-0.259	0.1
O	12.27	12.971	28.154	-0.18	-0.153	-0.091
O	13.856	14.454	26.359	-0.355	-0.076	-0.335
O	0.815	13.559	28.909	0.223	0.129	0.26
O	0.853	4.15	32.433	-0.152	0.169	0.137
O	16.241	1.894	31.583	-0.188	-0.302	0.067
O	2.609	15.961	30.824	0.255	0.281	0.176
O	0.994	8.887	31.851	0.016	-0.068	0.209
O	15.088	8.357	33.199	-0.201	0.01	0.067
O	3.131	5.724	32.194	-0.264	-0.129	-0.286
O	4.541	7.611	31.196	-0.067	-0.203	0.177
O	16.764	15.165	31.979	-0.07	0.4	0.163
O	9.813	12.641	27.248	0.097	-0.078	0.185
O	6.078	9.637	31.865	0.098	-0.306	0.331
O	15.762	6.94	31.073	0.014	0.025	-0.082
O	8.668	15.749	30.925	-0.191	-0.084	0.052
O	10.99	10.266	26.735	0.327	0	-0.172
O	3.467	10.015	31.684	0	-0.069	0.312
O	7.785	11.704	28.672	-0.099	0.006	-0.01
O	12.345	13.666	30.694	0.083	-0.057	0.218
O	10.281	12.197	29.898	-0.101	0.272	-0.042
O	8.793	3.616	29.191	0.061	0.127	0.166
O	9.762	0.983	29.042	0.207	0.112	-0.267
O	14.779	13.99	33.29	0.071	-0.011	0.098
O	15.538	13.114	30.975	0.028	-0.231	0.024
O	11.768	9.238	31.502	-0.485	0.049	0.067
O	8.625	6.072	28.583	-0.11	0.106	-0.181
O	12.955	15.462	28.746	0.131	0.288	-0.162
O	14.733	13.626	28.562	0.034	0.169	-0.04
O	10.408	7.004	30.28	0.157	0.246	0.018
O	6.422	4.977	29.548	-0.004	0.025	0.229

Results
total energy: -108572.222 eV
total energy less fixed offsets of O -438.25, Si -107.07 eV per atom: 5.848 eV
